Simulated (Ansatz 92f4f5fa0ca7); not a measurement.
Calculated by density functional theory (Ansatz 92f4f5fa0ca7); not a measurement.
Periodic cell of 237 atoms, Si145O90P2, from a study of silicon, its oxide and their interface. The atomic structure is a simulated model.
Doubt: the cutoff is far below the 930 eV that the study's wrapper takes by default for these files, so forces and energies are approximate.
This geometry differs little from another in the collection (a relaxation step or a small displacement).

Settings
functional: PBE
potential files: Ansatz PAW
basis: plane waves
wave-function cutoff: 580 eV
density cutoff ratio: 5
exchange-correlation grid ratio: 1
k mesh: 1 x 1 x 1, Gamma-centred
self-consistency stop: 5e-08 eV per atom in the density residual
occupations: fixed
spin: none
net charge: 0

Cell vectors (angstrom)
a 11.6015 0 0
b 0 10.938 0
c 0 0 32.0622

Atoms and the computed forces on them: element, x, y, z (angstrom), force x, y, z (eV/angstrom)
Si -0.1912 -0.0676 23.2563 0.001 -0.0007 -0.0003
Si 3.674 0.213 23.077 -0.0005 0.0014 -0.0013
Si 7.5554 -0.1316 23.4274 -0.0002 -0.0011 -0.0035
Si 1.6877 1.3782 23.3968 0.0012 -0.0008 -0.0011
Si 5.7393 1.4119 23.1728 -0.0007 -0.0009 0.0036
Si 9.4481 1.2292 23.3404 0.0001 0.0005 -0.0025
Si 0.1688 5.3266 23.4347 -0.002 0.0003 -0.0066
Si 4.1253 5.2973 23.3717 0.0008 -0.0008 -0.0006
Si 8.0381 5.6091 23.5322 -0.0011 -0.0017 0.0035
Si 2.1679 6.5961 23.3582 0.0024 0.0032 -0.0008
Si 5.9718 6.7684 23.459 0.0016 0.0012 -0.0056
Si 10.0094 6.8726 23.5846 0.0046 0.0044 -0.001
Si 1.9068 2.6677 25.3657 -0.0009 0.0014 -0.0011
Si 5.8336 2.6566 25.2432 0.0003 -0.0006 -0.0014
Si 9.6373 2.687 25.2466 -0.0007 -0.0024 0.0004
Si 11.603 4.0136 25.3642 -0.0002 0.0025 0.0014
Si 3.8963 3.9767 25.3055 -0.0006 -0.0002 0.0004
Si 7.7471 4.091 25.3291 -0.0004 -0.0023 0.0019
Si 1.979 8.154 25.1883 0 0.0021 0.0023
Si 5.7776 8.1697 25.3459 -0.0018 -0.0006 -0.0006
Si 9.7147 8.2672 25.4202 -0.0001 -0.0017 -0.0001
Si 11.643 9.5645 25.2535 0.0001 0.0005 -0.0019
Si 3.8693 9.5941 25.0567 0.0009 0.0003 -0.0003
Si 7.693 9.5238 25.3914 0.0006 -0.0008 -0.0008
Si 11.6523 -0.0092 27.2011 -0.0007 -0.0001 0.0009
Si 3.9024 -0.0535 27.1139 0.0012 -0.0014 -0.001
Si 7.7591 -0.0152 27.2731 0.0006 -0.0008 0.0003
Si 1.987 1.316 27.2675 0.0009 0.0012 0.0015
Si 5.8285 1.3244 27.1978 -0.0007 0.0008 0
Si 9.6973 1.3336 27.1983 0.0015 0.0018 -0.0008
Si 11.5951 5.4696 27.2276 0.0012 0.0001 0
Si 3.8485 5.4216 27.2053 -0.0008 0.0027 0.0008
Si 7.7141 5.4598 27.2553 0.0006 0.001 0.0005
Si 1.9403 6.828 27.1748 -0.0005 -0.0014 -0.0007
Si 5.7615 6.8002 27.2589 0.0013 0.0007 0.0012
Si 9.6568 6.8159 27.2738 -0.0006 0.0028 0.0013
Si 1.9463 2.7238 29.1689 -0.0023 0.0006 0.0015
Si 5.7938 2.7098 29.1379 0.0001 0.0002 0.0005
Si 9.6815 2.7225 29.139 0.0005 0.0004 -0.0001
Si 0.0119 4.0971 29.1589 0.0023 0.0014 -0.0015
Si 3.8683 4.0901 29.1623 0.0015 -0.0015 -0.001
Si 7.7314 4.078 29.1703 0.0011 -0.0009 -0.0015
Si 1.9453 8.1851 29.1346 0.0015 -0.0013 -0.0002
Si 5.7913 8.1906 29.1691 0.0025 -0.0011 -0.002
Si 9.674 8.2053 29.1822 0.0006 -0.0059 0.0003
Si 0.0131 9.5608 29.147 0 0.0008 0
Si 3.8732 9.5691 29.1188 -0.002 0.0028 0.0005
Si 7.7328 9.5491 29.1859 0 0.0003 0.0014
Si 0 0 31.0965 0.032 0.0289 -0.0857
Si 3.8672 0 31.0965 -0.0136 0.0134 -0.2224
Si 7.7343 0 31.0965 -0.0378 0.0499 0.0977
Si 1.9336 1.3673 31.0965 -0.0068 -0.0636 0.061
Si 5.8008 1.3673 31.0965 -0.0022 0.0066 -0.1469
Si 9.6679 1.3673 31.0965 0.0064 -0.0626 -0.1087
Si 0 5.469 31.0965 0.0203 -0.0404 -0.0435
Si 3.8672 5.469 31.0965 0.0267 0.0155 -0.0379
Si 7.7343 5.469 31.0965 -0.0211 -0.0301 -0.0069
Si 1.9336 6.8362 31.0965 -0.0103 -0.0145 -0.1127
Si 5.8008 6.8362 31.0965 -0.0335 -0.0553 0.0673
Si 9.6679 6.8362 31.0965 0.0551 -0.1596 0.1386
Si 1.9336 2.7345 0.9679 -0.0336 -0.0052 0.0941
Si 5.8008 2.7345 0.9679 -0.0149 -0.0123 -0.1869
Si 9.6679 2.7345 0.9679 0.0159 0.0238 0.0323
Si 0 4.1018 0.9679 -0.1046 0.0512 -0.0626
Si 3.8672 4.1018 0.9679 0.0103 0.0247 0.0967
Si 7.7343 4.1018 0.9679 0.0886 0.0725 0.1669
Si 1.9336 8.2035 0.9679 0.0326 0.0376 -0.1135
Si 5.8008 8.2035 0.9679 0.0132 0.1383 -0.1415
Si 9.6679 8.2035 0.9679 -0.0869 0.0738 0.2821
Si 0 9.5708 0.9679 -0.0451 0.0623 0.2491
Si 3.8672 9.5708 0.9679 -0.1397 -0.1203 -0.019
Si 7.7343 9.5708 0.9679 0.0965 -0.059 -0.0196
Si 11.584 0.0039 2.9499 0.0068 -0.0055 0.0089
Si 3.8263 -0.0028 2.9074 0.0173 0.0063 -0.0155
Si 7.7553 -0.0145 2.9061 -0.0001 0.0019 -0.0059
Si 1.9044 1.3969 2.9273 0.0085 -0.003 0.0028
Si 5.7923 1.2909 2.8216 -0.0197 0.0044 0.0191
Si 9.6511 1.3845 2.9209 -0.0064 0.0009 0.0081
Si 11.5574 5.5106 2.8677 0.0053 -0.0114 -0.0057
Si 3.8753 5.4965 2.8993 0.0031 -0.007 -0.0003
Si 7.7371 5.5058 2.9078 0.0037 -0.0041 -0.0017
Si 1.9106 6.8222 2.8792 -0.0048 0.004 -0.0014
Si 5.813 6.8464 2.8751 -0.0002 0.0133 -0.0032
Si 9.6629 6.9133 2.9899 -0.003 -0.0029 -0.0093
Si 1.8641 2.8931 4.7867 -0.0124 0.0063 -0.0043
Si 5.7242 2.6199 4.7218 0.0416 0.0039 -0.0246
Si 9.5479 2.82 4.8207 0.0257 -0.0098 -0.0024
Si 11.4745 4.2042 4.8106 0.0034 0.0055 0.0178
Si 3.8839 4.1002 4.8069 -0.0032 -0.001 -0.0082
Si 7.5629 4.0904 4.803 -0.0389 0.0007 0.0264
Si 1.898 8.1695 4.8079 0.0055 -0.0076 0.0051
Si 5.8391 8.2511 4.7668 -0.0015 0.0105 -0.0092
Si 9.7019 8.2365 5.0198 -0.0137 -0.0114 -0.0164
Si 11.632 9.6495 4.9708 -0.0027 0.0017 -0.0015
Si 3.8417 9.4803 4.7941 -0.0139 0.0013 0.0093
Si 7.777 9.6292 4.8927 -0.0044 0.01 -0.0029
Si 11.6731 0.3535 6.7929 -0.0041 0.005 0.0455
Si 3.7712 -0.0536 6.6565 0.0309 0.0072 -0.0099
Si 7.7774 0.0466 6.8801 -0.0016 0.007 0.0013
Si 2.1092 1.5638 6.6844 -0.0165 -0.0181 0.0076
Si 5.7384 1.237 6.6442 -0.0209 -0.0221 -0.0102
Si 9.6682 1.5572 6.8106 0.0031 -0.0115 -0.003
Si 11.4297 5.6329 6.7124 -0.0027 0.0015 -0.0412
Si 3.9437 5.4295 6.7854 -0.0101 0.0292 -0.0112
P 7.6763 5.552 6.5756 0.0164 -0.044 -0.026
Si 1.9363 6.6929 6.6611 -0.0147 -0.0314 -0.02
Si 5.8336 6.8994 6.6756 -0.0405 -0.0585 -0.0308
P 9.7673 7.2197 7.1841 0.0354 0.045 0.0951
O 10.6505 8.3229 8.1145 0.1135 0.1712 0.0578
O 7.8081 9.8995 8.1723 0.0161 0.0027 -0.0019
O 7.358 4.7004 7.9741 0.0022 0.0309 -0.0766
O 3.3483 10.3556 8.2008 -0.0131 0.0015 0.0049
O 2.0936 7.6056 8.0249 0.0099 0.021 0.0283
O 4.0267 4.5991 8.2454 -0.0006 -0.0127 0.0034
O 9.774 2.4976 8.1954 0.0053 -0.0014 -0.0009
O 2.6416 2.3697 8.0744 -0.0044 0.0012 -0.0004
O 11.3644 4.6415 8.0378 0.0086 -0.0054 0.0136
O 5.3892 2.3766 7.7983 0.0001 0.0119 0.0071
O 6.0649 7.8486 8.027 -0.0213 0.0109 0.0175
O 11.5361 10.7873 8.37 -0.0277 -0.0811 0.0115
O 11.2862 10.0742 21.7805 -0.0002 -0.0008 0.0016
O 3.2404 10.7494 21.4894 0.0007 0.0004 0.0004
O 5.7891 7.7685 22.1361 0.0017 0.0004 0.0012
O 4.222 4.4503 21.9189 0.0023 -0.0004 0.0017
O 7.6822 9.6924 22.1659 0.0003 0.0018 0.0034
O 10.2898 7.6743 22.1576 -0.0003 0.0026 -0.0012
O 1.6104 2.4048 22.0932 -0.0002 0.0016 0.0007
O 5.9536 2.4473 21.8646 0.0011 0.0024 0.0006
O 8.4622 4.722 22.1876 -0.0005 0.0011 0.0016
O -0.0507 4.4713 22.0043 0.0048 0.0028 0.0015
O 2.3573 7.4146 21.93 -0.0011 0.002 0.0002
O 9.1359 1.8855 21.8431 0.0002 0.0001 0.0028
Si 2.0719 7.8736 9.6057 0.033 -0.0357 -0.0084
Si 5.0547 0.5936 17.6377 0.0034 0.0005 -0.0027
Si 2.52 5.4522 13.9677 0.0023 0.0022 -0.0019
Si 10.6563 3.8478 14.0096 -0.0019 0.0049 -0.0031
Si 8.3195 2.4169 15.2113 -0.0028 -0.0013 0.0018
Si 9.5519 2.2562 20.3172 0.0012 -0.0006 -0.004
Si 10.4896 3.7114 9.0403 0.0043 0.0077 0.0014
Si 0.0921 2.3408 11.5178 0.0038 0.0081 0.0015
Si 11.0424 8.1448 15.342 -0.0052 -0.0022 0.0001
Si 5.1902 6.9532 13.9307 0.005 0.0039 -0.0024
Si 5.7902 2.6545 11.053 -0.0006 0.0039 0.012
Si 8.5835 7.6818 19.3539 0.0031 0.0023 -0.005
Si 8.1243 4.8618 20.6046 0.0016 -0.0004 -0.0021
Si 5.9475 9.6192 15.1403 0.0001 -0.0004 -0.0013
Si 2.1199 7.6487 20.3405 -0.0013 0.0025 -0.0024
Si 1.9611 4.9046 18.7743 0.0032 0.0008 0.0017
Si 4.5268 3.4552 17.9809 0.0021 0.0003 -0.0036
Si 8.524 8.9478 16.7736 0.0021 0 0.0018
Si 0.8751 9.5361 13.3062 0.0126 -0.0048 -0.0009
Si 9.9758 10.7028 11.7313 0.0033 0.0058 0.0102
Si 5.3614 3.7133 20.9944 -0.0004 -0.0009 -0.0054
Si 0.6321 5.5294 16.2236 0.0063 -0.0003 0.0007
Si 11.1238 9.4502 9.193 -0.0385 -0.0824 -0.1326
Si 6.5709 8.8995 21.2638 -0.0004 -0.0007 -0.0017
Si 7.1264 7.1081 11.4034 -0.0117 0.014 0.0499
Si 2.7253 0.7482 12.1354 0.001 0.0001 0.0074
Si 10.8853 8.6753 21.0226 0.0021 -0.0037 -0.0004
Si 6.0629 4.3392 15.5805 0.0032 0.0025 -0.0015
Si 7.1307 0.5206 12.9232 -0.0034 -0.0002 0.0096
Si 4.0843 2.9873 8.5666 0.0049 -0.0021 0.006
Si 0.9176 6.8065 11.8715 -0.0006 -0.0046 -0.0031
Si 6.692 9.0197 8.9951 0.0157 0.0098 0.0228
Si 0.6766 3.2985 21.1148 0.0016 0.0012 -0.0024
Si 9.8504 6.5101 12.8248 0.0119 -0.0083 -0.0002
Si 7.6804 4.6013 9.5852 -0.0506 -0.0285 0.0489
Si 3.9912 10.0902 20.1827 0.0036 0.0011 -0.0039
Si 4.304 3.0744 13.4593 0.0054 0.003 -0.0005
Si 3.9623 10.0072 9.6807 0.0022 0.0017 0.0015
Si 8.0806 0.8088 17.9862 -0.0015 -0.0021 -0.0014
O 11.6413 3.1894 12.9011 0.0052 0.0037 0.0031
O 9.2943 4.5616 9.7762 0.0615 0.0018 0.0005
O 8.8018 3.6139 19.8353 -0.0002 0.0001 0.002
O 4.066 -0.0591 18.763 -0.0019 -0.0015 0.0047
O 11.3961 4.5075 15.2909 0.0016 -0.0008 0.0004
O 10.031 9.8248 10.3477 0.0032 -0.0041 -0.0363
O 3.8015 1.5808 13.0432 0.0042 -0.0016 0.0004
O 0.6883 9.0804 14.8617 0.006 0.0047 0.005
O 6.4945 0.9937 18.3224 0.0023 -0.0017 0.0006
O 4.7948 3.1736 19.5715 0.0029 0.0014 0.0053
O 6.3302 1.2325 11.6784 -0.0019 -0.0093 -0.0015
O 0.8914 8.958 9.9247 -0.0608 0.0282 -0.0216
O 5.676 4.3163 17.1771 -0.0006 -0.0003 0.0017
O 8.4505 7.0868 12.3152 0.0146 0.0092 0.0245
O 4.418 2.6286 10.1304 -0.0148 0.0008 -0.0066
O 2.113 5.6675 15.5301 0.0007 0.0009 0.0018
O 3.4946 0.0163 10.9035 -0.0037 0.0044 -0.0003
O 5.913 7.2107 12.4847 -0.0072 -0.0002 0.0102
O 2.3387 6.3511 19.4005 -0.0006 0.0007 0.0015
O 0.6994 4.9769 17.7488 0.0024 -0.0017 0.0045
O 8.4593 10.7099 12.3274 -0.0008 -0.0016 -0.0012
O 5.5697 10.097 9.4809 0.001 0.0212 0.0095
O 0.5894 8.1663 20.193 0.0074 -0.0033 0.0053
O 9.8084 2.6168 14.6278 0.0002 -0.0028 0.0024
O 2.0421 10.649 13.1886 0.0022 0.0002 0.0028
O 9.9673 9.1075 16.0627 0.0007 0.0011 0.0007
O 6.1769 10.3889 13.7116 0.0007 -0.0008 -0.0016
O 7.5028 1.6144 14.064 0.0054 0.0012 -0.0003
O 1.664 3.9057 20.0002 -0.0008 0.0024 0.0004
O 5.9098 5.8071 14.8703 0.0024 -0.003 0.0016
O 7.366 8.9794 15.6418 0.0001 0.0005 -0.001
O 1.5569 1.6488 11.4555 0.0102 -0.0015 -0.0071
O 7.2479 8.3616 10.3714 0.01 0.0668 -0.0278
O 4.334 2.0041 17.2447 0.0006 0.0009 0.0003
O 7.0183 3.2321 10.1583 0.0083 -0.0075 0.0082
O 11.5532 6.9991 16.366 0.0013 0.0029 0.0038
O 8.317 10.1712 17.7884 0.003 0.0009 -0.001
O 3.5151 8.4792 10.0522 0.0071 -0.0022 0.0055
O 7.6175 3.8702 15.4511 0.0014 -0.0003 0.0009
O 3.181 4.338 17.88 0.0006 0.0007 0.0033
O 2.9484 3.9336 13.6256 0.0002 -0.0017 0.0005
O 1.3707 8.249 12.4584 0.0071 0.0007 0.001
O 1.2284 5.7106 13.0196 0.0007 0.0003 0.0022
O 5.0145 8.331 14.791 0.0007 0.0016 0.003
O 11.1729 2.4098 20.3068 0.0008 0.0015 0.0003
O 11.0193 10.07 12.8064 -0.0064 0.0059 -0.0037
O 5.3477 3.616 12.3077 -0.0033 -0.0022 0.0058
O 5.1158 3.2096 14.8601 -0.0001 0.0005 0.0005
O 6.4923 4.8201 20.5522 0.0003 -0.0006 0.002
O 8.4331 1.6121 16.6174 0.0006 0.0002 -0.0003
O 10.4425 1.2966 11.4487 -0.009 -0.0097 -0.0013
O 10.9189 6.6892 11.5948 0.0052 0.0016 -0.0049
O 3.2334 8.7064 19.8206 -0.0071 -0.0034 0.0042
O 1.7485 6.537 10.4915 0.0005 -0.008 0.0008
O 7.1695 8.2101 19.9379 -0.0031 0.0029 0.0021
O 8.4968 7.611 17.7208 0 0.0005 0.0005
O 3.6914 6.4762 13.553 -0.0046 -0.004 0.0004
O 9.696 4.9526 13.2778 0.0038 -0.012 0.0032
O 5.5179 9.9915 20.7229 -0.0042 -0.0005 0.0011
O 10.3355 7.4098 14.0785 0.0055 0.0076 0.0081
O 8.7821 6.1739 19.9214 -0.0001 -0.0002 0.0015
O 7.0093 5.7932 10.4546 -0.0258 -0.056 -0.0571
O 5.281 10.5686 16.3144 0.0005 0.0011 0.0017
O 9.0598 1.164 19.2288 0.0016 0.0035 0.0026
O 11.5416 3.2579 10.186 0.0055 -0.001 -0.0024
O 9.7452 8.7174 19.8575 0.0021 0.0001 0.0026

Results
free energy: -144870.910 eV
free energy less fixed offsets of O -568.88, P -755.39, Si -635.61 eV per atom: 2.520 eV

The program warned: the cutoff lies below the one the program advises for these potential files; the forces do not sum to zero within the program's tolerance; the exchange-correlation potential is rough where the density is thin.
